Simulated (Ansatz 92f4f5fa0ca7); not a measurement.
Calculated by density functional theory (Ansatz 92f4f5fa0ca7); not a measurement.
Periodic cell of 213 atoms, Si132O78H3, from a study of silicon, its oxide and their interface. The atomic structure is a simulated model.
Doubt: the cutoff is far below the 930 eV that the study's wrapper takes by default for these files, so forces and energies are approximate.

Settings: functional PBE; potential files Ansatz PAW; basis plane waves; wave-function cutoff 580 eV; density cutoff ratio 5; exchange-correlation grid ratio 1; k mesh 1 x 1 x 1, Gamma-centred; self-consistency stop 5e-08 eV per atom in the density residual; occupations fixed; spin none; net charge +1 e, with a uniform compensating background and no finite-size correction.

Cell vectors (angstrom)
a, 10.938, 0, 0
b, 0, 10.938, 0
c, 0, 0, 31.231

Atoms and the computed forces on them: element, x, y, z (angstrom), force x, y, z (eV/angstrom)
Si, 10.4361, 0.5488, 23.7544, -0.0068, 0.001, 0.0202
Si, 6.1166, 10.3422, 23.8742, -0.006, -0.0066, 0.0147
Si, 2.2703, 3.1161, 23.7711, -0.0014, 0.0035, 0.022
Si, 8.6363, 2.374, 23.8044, 0.0072, -0.0074, 0.0149
Si, 0.6574, 4.9796, 23.8556, -0.0001, -0.0028, 0.0141
Si, 4.9952, 5.943, 23.8802, 0.002, -0.003, 0
Si, 3.2833, 7.6433, 23.9067, -0.0017, 0.0001, -0.0009
Si, 7.7909, 8.5342, 23.8346, 0.0001, 0.0061, 0.0199
Si, 1.2847, 1.4157, 25.0779, 0.0057, -0.0045, -0.0106
Si, 6.9573, 1.2803, 25.0733, -0.0042, 0.0088, -0.009
Si, 4.0582, 4.0967, 25.0267, 0.0026, -0.0051, -0.011
Si, 9.7064, 4.0733, 25.0424, -0.0058, 0.0059, -0.0085
Si, 1.52, 6.7303, 25.1696, -0.007, 0.0035, -0.0052
Si, 6.7833, 6.859, 25.1339, 0.0052, -0.0042, -0.0097
Si, 4.2214, 9.489, 25.0447, -0.0024, 0.0131, -0.0076
Si, 9.563, 9.6149, 24.9922, 0.0043, -0.0051, -0.0112
Si, 2.7542, -0.0236, 26.3018, 0.0016, -0.0037, -0.0067
Si, 8.2749, -0.0272, 26.5253, 0.0026, -0.002, 0.0355
Si, 0.0257, 2.7532, 26.5532, -0.0072, -0.0053, 0.0368
Si, 5.4971, 2.7009, 26.3172, 0.0009, -0.0037, -0.0056
Si, 2.7983, 5.3895, 26.5873, -0.0133, -0.012, 0.0455
Si, 8.245, 5.4452, 26.3429, 0.0027, -0.0038, -0.0076
Si, 0.0406, 8.199, 26.3194, 0.0022, -0.0009, -0.007
Si, 5.499, 8.2134, 26.5735, 0.0025, 0.0042, 0.0454
Si, 4.1071, 1.3556, 27.7198, -0.0002, 0.0012, -0.0014
Si, 9.6061, 1.3594, 27.8789, 0.003, 0.0051, -0.0306
Si, 1.3851, 4.0871, 27.9182, 0.0169, 0.0109, -0.0311
Si, 6.8629, 4.0776, 27.7331, 0.0002, 0.0033, -0.0018
Si, 4.1403, 6.8162, 27.8941, 0.0076, 0.0007, -0.024
Si, 9.5887, 6.8474, 27.7289, -0.0012, 0.0017, 0.0013
Si, 1.3952, 9.5617, 27.7323, -0.0009, 0.0039, -0.0014
Si, 6.8741, 9.585, 27.8873, -0.0055, -0.0071, -0.0328
Si, 0.0395, -0.0319, 29.1779, -0.0061, 0.0016, 0.0038
Si, 5.4555, 0.019, 29.1727, 0.0067, -0.0058, 0.0027
Si, 2.7678, 2.6946, 29.1876, -0.0099, 0.0049, 0.0033
Si, 8.1996, 2.7318, 29.1778, 0.006, -0.0066, 0.0032
Si, -0.0165, 5.4924, 29.1795, 0.0056, -0.0057, 0.003
Si, 5.5122, 5.4308, 29.1845, -0.0067, 0.0012, 0.0007
Si, 2.7285, 8.2034, 29.1755, 0.0036, -0.0049, 0.0033
Si, 8.2345, 8.1777, 29.1803, -0.0032, 0.0043, 0.0037
Si, 1.3673, 1.3673, 30.5472, 0.1892, -0.2038, 0.0264
Si, 6.8362, 1.3673, 30.5472, -0.1121, 0.0907, 0.0455
Si, 4.1018, 4.1018, 30.5472, 0.1999, -0.1897, -0.0686
Si, 9.5708, 4.1018, 30.5472, -0.0997, 0.1043, -0.0175
Si, 1.3673, 6.8362, 30.5472, -0.1124, 0.1077, 0.0622
Si, 6.8362, 6.8362, 30.5472, 0.274, -0.1018, -0.016
Si, 4.1018, 9.5708, 30.5472, -0.0468, 0.072, -0.03
Si, 9.5708, 9.5708, 30.5472, 0.2133, -0.1387, -0.0637
Si, 2.7345, 0, 0.6835, -0.195, 0.1438, 0.0863
Si, 8.2035, 0, 0.6835, -0.0033, -0.1174, -0.0957
Si, 0, 2.7345, 0.6835, 0.0461, -0.0954, -0.1018
Si, 5.469, 2.7345, 0.6835, -0.1522, 0.2161, 0.1086
Si, 2.7345, 5.469, 0.6835, 0.0586, -0.1309, -0.0992
Si, 8.2035, 5.469, 0.6835, -0.1728, 0.1374, 0.0742
Si, 0, 8.2035, 0.6835, -0.1455, 0.1784, 0.1053
Si, 5.469, 8.2035, 0.6835, 0.0641, -0.0192, -0.0514
Si, 4.0641, 1.4113, 2.0582, 0.0033, -0.0013, -0.0043
Si, 9.566, 1.3635, 2.0403, 0.0027, -0.0066, 0.004
Si, 1.3811, 4.0825, 2.0426, -0.0062, 0.0232, -0.0123
Si, 6.7946, 4.1457, 2.059, 0.0082, -0.0121, 0.0058
Si, 4.1149, 6.8238, 2.0407, -0.0032, -0.0002, 0.001
Si, 9.5341, 6.8668, 2.0513, 0.0026, -0.0007, -0.0107
Si, 1.3458, 9.5973, 2.0547, 0.0077, -0.0045, -0.0007
Si, 6.8328, 9.5824, 2.0601, -0.0128, 0.0047, -0.0102
Si, -0.0297, 0.0203, 3.4656, 0.0004, 0.0003, 0.0017
Si, 5.4302, 0.0341, 3.3691, -0.0093, -0.0078, 0.0213
Si, 2.7144, 2.7587, 3.5039, -0.0009, 0.0028, 0.0101
Si, 8.182, 2.7588, 3.3446, 0.0036, 0.0266, 0.0242
Si, 0.0089, 5.4902, 3.3258, 0.0181, -0.0082, 0.0261
Si, 5.4336, 5.4899, 3.5078, 0.0052, -0.0017, 0.015
Si, 2.7582, 8.2203, 3.3383, 0.0019, 0.0075, 0.0277
Si, 8.155, 8.2094, 3.4808, -0.0111, 0.002, 0.0096
Si, 1.3218, 1.3905, 4.874, -0.003, -0.0005, 0.0004
Si, 6.8058, 1.4247, 4.7281, 0.0109, 0.0375, 0.0106
Si, 4.0385, 4.169, 4.936, -0.0044, 0.0037, -0.0074
Si, 9.5933, 4.0993, 4.6556, -0.0034, 0.0406, -0.023
Si, 1.399, 6.8356, 4.652, 0.0159, 0.0108, -0.0378
Si, 6.7403, 6.9048, 4.9167, 0.0081, 0.0021, 0.007
Si, 4.0956, 9.5798, 4.7192, 0.0203, 0.0096, -0.0396
Si, 9.5151, 9.5945, 4.8388, 0.0067, -0.0013, 0.0065
Si, 2.6743, -0.0911, 6.1145, -0.0056, 0.001, 0.0076
Si, 8.1062, 0.0664, 6.1572, -0.0047, -0.0024, 0.0337
Si, -0.0518, 2.8248, 6.179, 0.0031, -0.0043, 0.0306
Si, 5.3259, 2.668, 6.2496, -0.0913, -0.058, 0.0019
Si, 2.652, 5.6041, 6.2597, -0.0024, -0.0032, 0.0183
Si, 8.1829, 5.4332, 6.0794, 0.0432, 0.051, -0.0518
Si, -0.0066, 8.1197, 6.0074, -0.0175, -0.0064, 0.0066
Si, 5.3729, 8.3346, 6.3007, 0.0002, 0.0003, 0.0088
Si, 4.4084, 0.7822, 7.4274, 0.0065, 0.0014, -0.0384
Si, 9.0793, 1.8475, 7.3391, 0.0371, -0.0533, 0.2595
Si, 0.8105, 4.6553, 7.4171, -0.0161, -0.0068, -0.0481
Si, 7.3576, 3.4726, 6.9747, 0.0255, -0.0637, -0.0007
Si, 3.5197, 7.4528, 7.5248, 0.0009, -0.0024, -0.0431
Si, 10.0428, 6.3259, 7.2475, 0.0011, -0.0107, -0.0207
Si, 1.6498, 9.0983, 7.347, -0.0107, -0.0114, -0.01
Si, 6.28, 10.239, 7.4521, -0.005, -0.0099, -0.0384
H, 9.2827, 1.6212, 8.8178, -0.0305, 0.0434, -0.2481
O, 3.926, 0.7996, 9.0127, -0.0085, 0.0093, 0.0402
O, 6.5864, 10.3899, 9.0902, 0.0056, 0.0012, 0.0309
O, 0.8218, 9.6504, 8.686, -0.0069, 0.0073, 0.0205
O, 3.9654, 7.103, 9.0808, 0.014, -0.0016, 0.0404
O, 9.76, 6.7354, 8.8111, -0.0136, 0.0107, 0.0311
O, 0.9833, 4.5115, 9.0568, 0.0097, -0.0102, 0.0399
H, 2.8222, 7.9466, 22.5208, -0.0006, -0.0003, -0.0026
H, 5.3921, 5.6131, 22.4724, 0.0003, 0.0003, -0.002
O, 7.9846, 3.1571, 22.4388, -0.003, 0.009, -0.0201
O, 0.1612, 11.0668, 22.2919, 0.0077, -0.0121, -0.0222
O, 0.5046, 5.6768, 22.346, -0.0066, 0.0032, -0.0236
O, 2.5875, 2.514, 22.2405, 0.0087, -0.0086, -0.0248
O, 5.8967, -0.1372, 22.3111, -0.0089, 0.0056, -0.0249
O, 8.1468, 7.8768, 22.339, 0.0098, -0.0063, -0.0224
Si, 10.9848, 9.2047, 13.9995, -0.001, 0.0075, -0.001
Si, 5.9034, 8.1408, 16.4067, 0.0025, 0.001, 0.0023
Si, 9.1719, 0.9542, 19.1577, 0.0008, -0.0008, -0.0032
Si, 3.256, 7.1126, 17.5663, -0.0002, 0.0023, -0.0019
Si, 2.2913, 4.5844, 19.0045, -0.005, -0.001, 0.0004
Si, 0.7145, 2.4296, 14.5769, -0.0018, -0.0047, -0.0049
Si, 7.1637, 5.7549, 11.5981, 0.0046, -0.0023, -0.0071
Si, 8.6491, 3.1607, 20.94, -0.0024, 0.0002, 0.0138
Si, 5.5101, 3.3369, 12.0175, 0.0026, 0.0008, 0.0036
Si, 1.2463, 3.6805, 10.4306, -0.0043, -0.0049, -0.0065
Si, 2.4681, 0.7658, 18.3025, 0.0014, 0.0028, 0.0009
Si, 2.9723, 9.3926, 19.7227, -0.0003, -0.0003, -0.0019
Si, 5.9667, 3.5771, 16.1559, 0.0033, -0.0013, -0.0007
Si, 3.1354, 2.295, 20.7225, -0.0036, 0.001, 0.0108
Si, 7.2903, 5.9651, 14.6408, -0.0041, 0.0038, -0.0006
Si, 6.1698, 1.2335, 14.3115, 0.0015, 0.0022, 0.0016
Si, 9.9768, 4.7999, 15.649, -0.002, -0.0007, 0.0042
Si, 8.3613, 3.6454, 18.0805, -0.0001, -0.0003, 0.0009
Si, 10.7251, 1.5005, 11.7479, -0.0043, 0.001, -0.0103
Si, 4.0051, 10.0092, 14.6708, 0.0021, 0.0003, 0.0047
Si, 3.589, 1.5485, 10.4209, -0.0034, -0.0011, -0.0183
Si, 6.8077, 9.389, 10.3593, -0.0023, 0.0054, -0.0188
Si, 5.1423, -0.1656, 20.8826, 0.0093, 0.0011, 0.0091
Si, 0.5445, 9.6095, 10.2857, -0.0136, -0.007, -0.0131
Si, 2.4647, 10.0722, 12.2396, 0.0003, 0.0066, -0.006
Si, 8.9233, 7.8899, 20.8965, -0.0039, -0.0002, 0.0065
Si, 7.2827, 9.5663, 18.8811, -0.0018, -0.0006, -0.0037
Si, 8.4367, 10.6894, 12.8556, -0.0023, -0.0002, 0.0015
Si, 3.0599, 5.3909, 12.4149, 0.0016, -0.0026, 0.0013
Si, 10.769, 5.2924, 20.9118, 0.0035, 0.0036, 0.0077
Si, 9.1757, 7.4463, 10.1336, 0.008, -0.0095, -0.0206
Si, 1.4824, 6.6254, 14.9196, 0.0037, -0.0016, 0.0021
Si, 4.7191, 7.2241, 10.5232, 0.0006, 0.005, -0.011
Si, 2.8988, 3.0974, 16.5244, -0.0012, -0.001, 0.0008
Si, 1.1602, 10.6748, 16.0531, 0.0009, 0.0011, 0.0028
Si, 0.1194, 10.309, 20.8492, -0.0022, 0.0021, 0.0072
O, 7.8434, 8.2899, 9.7464, 0.002, -0.0014, 0.003
O, 10.0505, 9.0481, 20.9567, 0.0021, 0.0022, 0.0043
O, 8.0981, 4.049, 19.6641, -0.0025, 0.0015, -0.0056
O, 4.8305, 7.2412, 17.2125, -0.001, 0.0004, 0.0016
O, 11.0206, 9.5411, 15.6042, 0.0008, 0.001, 0.0035
O, 9.3599, 4.5798, 17.1606, 0, 0.0003, 0.001
O, 3.1966, 1.6113, 17.1225, -0.0001, 0.001, -0.0002
O, 4.1155, 9.4651, 20.8988, -0.0053, -0.0014, 0.0017
O, 0.7518, 1.9893, 12.9983, 0.007, 0.0048, 0.015
O, 8.4965, 1.5853, 20.5183, 0.0017, -0.0055, -0.001
O, 3.2866, 3.7821, 20.0442, -0.0005, 0.0063, -0.0009
O, 0.9598, 5.1881, 19.7334, 0.0108, -0.0032, -0.0038
O, 3.12, 0.5099, 11.6051, -0.0077, -0.0158, 0.0094
O, 2.3785, 7.2306, 16.1714, 0.0001, -0.0007, 0.0003
O, 6.0472, 2.2992, 13.1148, 0.0025, -0.0095, 0.004
O, 8.474, 10.5963, 18.498, 0.0014, 0.0005, 0.0034
O, 6.6721, 9.0795, 17.4677, -0.0023, -0.0042, -0.0038
O, 5.0806, 9.0103, 15.3189, -0.0001, -0.0007, -0.0011
O, 6.2313, 10.4776, 19.7211, 0.0062, -0.0037, -0.0015
O, 3.6571, 6.7222, 11.6561, -0.01, -0.0103, 0.0037
O, 0.6357, 7.6765, 13.9569, 0.0005, -0.0037, -0.0042
O, 10.3181, 8.5069, 10.6776, 0.0077, 0.009, -0.0044
O, 10.3819, 3.4047, 14.8894, -0.0012, 0.0032, -0.0017
O, 4.7352, 0.491, 14.4207, 0.0004, -0.0033, -0.0048
O, 1.9615, 9.1486, 10.986, 0.012, -0.0001, 0.0066
O, 9.4818, 9.5247, 13.3992, 0.005, -0.0054, -0.0011
O, 2.6664, 10.2461, 15.5646, -0.0028, -0.0002, -0.0007
O, 4.4702, 1.3425, 20.7506, -0.0012, -0.0005, 0.0057
O, 6.0361, 6.2631, 10.527, 0.0008, -0.002, 0.0029
O, 2.081, 1.5779, 19.6731, -0.002, -0.0047, -0.0024
O, 3.5378, 10.5617, 18.7179, 0.0001, 0.0019, 0.0013
O, 4.9147, 2.4239, 10.7964, 0.0085, 0.0075, 0.0031
O, 0.5265, 1.0959, 15.4512, 0.0005, -0.0035, 0.0001
O, 2.3699, 2.56, 10.1005, 0.0019, -0.001, -0.0003
O, 4.3055, 4.3206, 12.5555, -0.0005, 0.0007, -0.0055
O, 6.3757, 4.6818, 15.0341, 0.0001, -0.0027, -0.0001
O, 2.7558, 8.1382, 18.7346, 0.0006, -0.005, 0.0015
O, 8.8669, 5.572, 14.7363, 0.0036, -0.0024, -0.0033
O, 5.3471, 8.7336, 10.7595, -0.0041, -0.004, -0.0052
O, 6.8836, 4.1417, 11.5858, -0.0078, -0.0028, -0.0005
O, 6.9313, 6.3707, 13.0953, -0.0007, 0.0015, 0.0147
O, 0.2068, 0.2125, 10.7799, 0.0043, 0.0049, 0.0034
O, 6.8416, 3.7738, 17.5075, -0.002, -0.0007, 0.001
O, 1.1944, -0.034, 17.6589, -0.0026, -0.0015, 0.0019
O, 10.1664, 3.7726, 21.1104, -0.0016, -0.001, 0.0023
O, 6.379, 2.0698, 15.6857, -0.0006, 0.0028, 0.0022
O, 9.2545, 1.0808, 12.3277, -0.0067, -0.006, 0.0049
O, 7.8416, 8.2696, 19.7228, -0.0044, 0.0048, -0.0015
O, 1.8823, 3.7381, 17.6495, 0.0008, -0.0018, -0.0008
O, 1.8142, 4.7138, 11.5696, 0.0106, 0.0104, 0.0044
O, 4.3621, 3.7927, 16.3791, -0.0006, -0.0005, 0
O, 2.1469, 3.0871, 15.0637, 0.002, 0.001, -0.0017
O, 1.5768, 9.7082, 20.4774, 0.0058, -0.0018, 0.004
O, 7.4964, 10.1167, 11.6385, 0.013, 0.0074, 0.015
O, 10.6056, 0.4313, 19.7051, -0.0042, 0.0041, 0.0002
O, 3.5728, 9.392, 13.2108, 0.005, -0.0002, 0.0019
O, 10.7966, 2.8641, 10.8157, -0.0015, -0.0053, -0.0008
O, 9.6401, 6.4417, 20.5811, -0.0006, -0.0002, 0.0048
O, 6.9884, 7.2237, 15.6195, -0.0017, -0.0018, -0.003
O, 1.0938, 10.194, 13.1779, -0.0078, -0.0048, 0.0031
O, 7.4266, 0.2157, 14.0537, -0.0077, 0.0036, 0.0016
O, 0.3936, 5.6945, 15.6922, -0.0018, -0.0011, -0.0002
O, 9.1109, 2.1708, 18.0576, 0, 0.0024, 0.0008
O, 2.4827, 5.8324, 13.8818, -0.0073, 0.0057, 0.0057
O, 8.6739, 6.2419, 11.1396, -0.0106, -0.0104, 0.0021
O, 3.2171, 5.7273, 18.373, 0.0017, 0.001, 0.003

Results
free energy: -128325.030 eV
free energy less fixed offsets of H -15.97, O -568.88, Si -635.61 eV per atom: -3.960 eV

The program warned: the cutoff lies below the one the program advises for these potential files; the forces do not sum to zero within the program's tolerance; the exchange-correlation potential is rough where the density is thin.
